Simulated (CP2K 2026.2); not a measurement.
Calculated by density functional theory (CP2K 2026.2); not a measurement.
Periodic cell of 534 atoms, Si358O176, from a study of silicon, its oxide and their interface. The atomic structure is a simulated model.
Doubt: the forces sum to 3.64 eV/angstrom along one axis rather than to zero, so they err by at least 0.0068 eV/angstrom per atom on average; the grid cutoff is modest.

Settings
functional: PBE
method: Gaussian and plane waves
basis set: DZVP-MOLOPT-SR-GTH
pseudopotentials: GTH-PBE
grid cutoff: 350 Ry, relative cutoff 50 Ry
k points: Gamma only
occupations: fixed
spin: none
net charge: 0

Cell vectors (angstrom)
a 16.4025 0 0
b 0 16.4025 0
c 0 0 36.0151

Atoms and the computed forces on them: element, x, y, z (angstrom), force x, y, z (eV/angstrom)
Si 0.072 16.16 0.108 -0.323 -0.161 0.034
Si 2.865 2.2 35.852 -0.26 0.166 0.397
Si 15.891 5.932 0.222 -0.139 0.127 -0.098
Si 2.271 8.847 0.071 0.251 -0.167 -0.178
Si 0.447 11.395 35.922 0.325 0.014 0.413
Si 3.779 12.967 0.34 -0.658 0.405 0.103
Si 6.051 16.099 0.416 -0.086 0.228 0.217
Si 8.203 2.869 0.298 0.306 -0.187 -0.052
Si 5.741 4.809 35.746 0.11 -0.116 0.066
Si 8.396 7.826 35.886 0.244 -0.117 0.083
Si 5.213 11.141 0.538 0.353 -0.376 0.176
Si 7.198 14.068 0.094 0.325 -0.358 -0.249
Si 11.957 16.001 0.069 0.066 0.578 -0.07
Si 14.514 2.222 0.3 -0.141 0.111 -0.035
Si 10.763 5.747 0.22 -0.014 -0.053 0.11
Si 13.668 8.132 0.462 -0.186 -0.347 0.03
Si 11.453 10.238 35.822 0.081 0.1 0.104
Si 13.292 14.031 0.231 0.232 -0.177 -0.175
Si 1.519 1.103 1.436 -0.098 -0.047 -0.164
Si 4.163 3.815 1.216 -0.074 -0.064 -0.309
Si 1.267 7.028 1.34 0.085 0.125 -0.112
Si 3.994 9.511 1.581 -0.105 0.015 -0.051
Si 1.707 12.406 1.55 0.085 0.079 -0.218
Si 4.305 14.961 1.544 -0.061 0.01 -0.196
Si 7.036 1.332 1.676 0.002 0.244 -0.151
Si 9.669 4.129 1.581 -0.015 0.093 -0.252
Si 6.781 6.626 1.169 0.037 -0.005 -0.229
Si 9.647 9.422 1.244 -0.014 -0.088 -0.211
Si 6.801 12.338 1.672 0.113 -0.061 0.048
Si 9.579 14.921 1.375 0.107 0.286 -0.57
Si 12.706 1.309 1.51 0.055 -0.14 -0.359
Si 15.217 4.093 1.599 0.047 -0.098 -0.09
Si 12.248 6.799 1.721 -0.017 -0.001 -0.212
Si 14.968 9.647 1.617 0.05 0.139 -0.152
Si 12.324 12.124 1.237 -0.049 -0.206 -0.046
Si 15.087 14.879 1.533 0.074 0.112 -0.143
Si 0.2 2.646 2.836 0.177 0.174 0.112
Si 2.825 16.255 2.892 0.038 -0.069 -0.041
Si 0.031 8.291 2.895 -0.005 -0.012 0.082
Si 2.771 5.44 2.568 -0.093 -0.065 -0.287
Si 0.135 13.61 2.875 -0.017 0.04 0.034
Si 2.759 10.897 3.009 0.044 0.09 0.046
Si 5.482 2.67 2.841 0.08 0.021 0.072
Si 8.327 16.275 2.916 -0.034 -0.092 0.117
Si 5.491 8.048 2.673 0.08 -0.01 -0.03
Si 8.162 5.454 2.817 -0.107 -0.036 0.032
Si 5.496 13.651 3.087 0.137 -0.019 0.171
Si 8.326 10.867 2.713 0.097 0.031 -0.025
Si 11.1 2.662 2.786 0.074 -0.07 -0.152
Si 13.839 16.308 2.972 -0.02 -0.064 0.069
Si 10.871 8.215 2.922 -0.048 0.095 0.154
Si 13.677 5.352 2.935 -0.068 -0.17 -0.026
Si 10.971 13.5 2.7 -0.006 0.09 -0.106
Si 13.61 10.989 2.909 -0.032 0.02 0.086
Si 1.483 4.136 4.124 0.026 -0.312 0.122
Si 4.128 1.314 4.233 0.042 0.017 -0.054
Si 1.371 9.57 4.344 -0.014 -0.124 -0.101
Si 4.115 6.741 4.082 0.065 0.019 -0.004
Si 1.411 14.996 4.295 -0.051 -0.035 -0.058
Si 4.117 12.257 4.377 -0.07 0.085 -0.101
Si 6.825 4.07 4.211 0.043 0.046 -0.121
Si 9.688 1.323 4.184 0.111 -0.143 0.058
Si 6.872 9.488 4.07 -0.043 0.058 -0.159
Si 9.503 6.818 4.247 0.013 0.053 -0.123
Si 6.9 15.044 4.343 -0.014 -0.156 -0.07
Si 9.607 12.237 4.181 -0.055 0.006 -0.04
Si 12.32 4.01 4.279 0.083 0.101 0.076
Si 15.166 1.356 4.271 -0.054 -0.069 -0.111
Si 12.271 9.593 4.268 -0.151 -0.043 -0.053
Si 15.037 6.838 4.209 0.056 0.028 -0.078
Si 12.316 14.93 4.18 0.104 0.053 -0.202
Si 15.081 12.293 4.244 0.045 -0.044 -0.126
Si 16.388 0.036 11.065 0.005 -0.004 0.007
Si 2.73 2.765 11.055 -0.046 0.029 -0.014
Si 16.395 5.485 11.057 -0.01 -0.015 0.005
Si 2.73 8.218 11.073 -0.04 -0.006 0.002
Si 16.397 10.957 11.052 -0.039 0.026 0.001
Si 2.72 13.691 11.054 -0.007 -0.013 0.001
Si 5.454 0.012 11.064 -0.042 0.026 0.003
Si 8.158 2.729 11.068 -0.008 0.051 -0.004
Si 5.443 5.47 11.082 0.018 0.009 -0.004
Si 8.172 8.197 11.08 0.025 -0.012 -0.002
Si 5.45 10.944 11.088 0.01 -0.017 0.02
Si 8.18 13.685 11.078 -0.008 0.022 -0.001
Si 10.897 0.001 11.086 0.032 0.02 0.013
Si 13.64 2.747 11.066 -0.005 0.021 0.002
Si 10.897 5.462 11.055 -0.006 0.02 -0.013
Si 13.654 8.218 11.034 -0.039 0.016 -0.015
Si 10.902 10.942 11.058 -0.016 0.049 -0.013
Si 13.638 13.685 11.058 -0.028 0.028 -0.003
Si 1.345 1.428 12.416 0.019 0.004 -0.011
Si 4.075 4.111 12.453 -0.014 -0.015 0.012
Si 1.361 6.853 12.425 -0.014 0.037 0.016
Si 4.069 9.598 12.466 -0.001 0.026 0.009
Si 1.333 12.351 12.428 0.032 0.021 0.02
Si 4.059 15.078 12.431 0.012 -0.014 -0.019
Si 6.782 1.381 12.462 0.03 -0.059 0.028
Si 9.5 4.111 12.43 0.048 -0.035 -0.013
Si 6.78 6.856 12.452 -0.017 -0.027 -0.022
Si 9.527 9.593 12.429 0.018 0.002 -0.003
Si 6.796 12.341 12.449 0.034 -0.004 -0.019
Si 9.515 15.055 12.471 -0.018 -0.048 0.035
Si 12.255 1.385 12.439 -0.019 -0.004 0.001
Si 15.006 4.135 12.417 0 -0.02 0.003
Si 12.274 6.858 12.389 0.034 0.027 -0.021
Si 15.003 9.608 12.401 0.028 -0.045 0.012
Si 12.254 12.331 12.409 0.007 -0.058 -0.005
Si 14.989 15.078 12.404 -0.031 -0.055 -0.011
Si 16.381 2.791 13.789 -0.025 0.011 0.007
Si 2.691 0.069 13.784 0.013 -0.024 0.006
Si 16.382 8.241 13.745 -0.043 0.035 -0.046
Si 2.734 5.506 13.813 -0.016 -0.041 0.035
Si 16.344 13.735 13.776 -0.077 0.046 0.007
Si 2.702 11.007 13.811 -0.027 -0.002 0.013
Si 5.388 2.722 13.851 0.011 0.099 0.01
Si 8.116 0.004 13.851 -0.009 0.064 -0.006
Si 5.432 8.229 13.844 0.046 -0.035 0.061
Si 8.117 5.465 13.807 -0.016 0.064 0.028
Si 5.412 13.718 13.807 -0.042 -0.004 -0.001
Si 8.164 10.969 13.802 -0.017 0.038 0.021
Si 10.844 2.73 13.791 0.022 0.036 -0.005
Si 13.635 0.027 13.798 0.035 -0.071 0.013
Si 10.923 8.232 13.758 0.035 -0.076 -0.004
Si 13.632 5.509 13.767 -0.059 0.018 0.006
Si 10.902 13.676 13.81 0.05 0.007 0.009
Si 13.628 10.986 13.764 -0.105 0.125 -0.017
Si 1.341 4.166 15.164 -0.015 0.009 -0.005
Si 4.017 1.363 15.257 -0.112 -0.162 0.105
Si 1.31 9.621 15.118 -0.009 -0.08 0.004
Si 4.077 6.853 15.24 0.001 0.081 0.124
Si 1.234 15.199 15.115 0.053 -0.119 0.022
Si 4.009 12.433 15.198 0.068 0.005 0.041
Si 6.725 4.116 15.212 -0.075 -0.131 0.114
Si 9.472 1.386 15.206 0.011 -0.039 0.07
Si 6.767 9.661 15.189 -0.042 0.011 0.056
Si 9.51 6.884 15.079 0.068 0.036 -0.042
Si 6.722 15.058 15.242 0.124 -0.03 0
Si 9.544 12.304 15.186 -0.078 -0.013 0.052
Si 12.214 4.142 15.083 0.039 -0.029 -0.099
Si 15.002 1.423 15.141 -0.03 0.078 0.056
Si 12.286 9.609 15.134 0.034 0.029 0.055
Si 15.016 6.895 15.111 0.029 0.028 0.014
Si 12.265 15.057 15.17 -0.106 0.049 0.016
Si 14.953 12.383 15.135 0.041 -0.064 -0.026
Si 16.361 0.163 16.614 0.004 -0.069 0.046
Si 2.608 2.768 16.584 0.124 0.134 0.08
Si 16.402 5.586 16.492 -0.007 -0.089 0.037
Si 2.656 8.276 16.518 -0.011 0.151 0.06
Si 16.303 10.97 16.439 -0.126 0.111 0.052
Si 2.553 13.856 16.472 -0.14 0.082 -0.174
Si 5.319 16.345 16.696 -0.161 0.012 0.112
Si 8.016 2.687 16.589 0.063 0.001 -0.063
Si 5.405 5.461 16.69 0.086 0.029 0.127
Si 8.215 8.287 16.463 -0.128 -0.105 0.049
Si 5.37 11.053 16.566 0.041 0.055 0.084
Si 8.164 13.69 16.527 0.127 0.11 0.184
Si 10.878 0.008 16.526 0.04 -0.03 0.264
Si 13.596 2.808 16.418 -0.095 -0.08 0.2
Si 10.812 5.473 16.413 -0.068 0.072 -0.015
Si 13.707 8.29 16.491 -0.077 -0.056 0.063
Si 10.912 10.914 16.56 0.033 -0.001 0.027
Si 13.649 13.755 16.577 0.06 -0.042 0.053
Si 1.18 1.632 18.117 -0.16 0.047 0.06
Si 3.95 4.003 18.07 -0.163 -0.155 -0.156
Si 1.344 6.921 17.939 0.074 -0.145 -0.024
Si 3.915 9.733 17.902 -0.12 -0.044 -0.29
Si 1.162 12.446 17.728 0.002 -0.373 -0.295
Si 3.645 15.226 18.066 0.007 0.098 -0.2
Si 6.658 1.32 18.067 0.177 -0.129 -0.085
Si 9.366 4.185 17.794 0.006 0.099 0.026
Si 6.925 6.949 17.874 0.038 0.123 -0.133
Si 9.569 9.515 17.976 0.016 0.174 0.269
Si 6.865 12.321 17.928 -0.153 -0.104 0.358
Si 9.531 15.01 17.948 0.088 -0.007 -0.498
Si 12.244 1.467 17.838 0.023 -0.078 -0.313
Si 14.956 4.217 17.729 0.015 0.001 -0.248
Si 12.232 6.867 17.646 -0.051 0.084 -0.138
Si 15.11 9.614 17.957 0.148 0.02 -0.028
Si 12.35 12.247 17.881 -0.013 0.019 0.015
Si 15.003 15.197 17.961 -0.064 -0.004 0.016
Si 16.068 3.065 19.389 0.12 0.139 0.3
Si 2.503 0.352 19.571 -0.013 -0.103 -0.031
Si 0.107 8.279 19.419 -0.063 0.055 0.228
Si 2.686 5.582 19.357 -0.147 0.103 0.116
Si 16.349 13.746 19.252 -0.102 0.146 0.103
Si 2.623 11.347 19.146 -0.457 -0.215 -0.222
Si 5.351 2.645 19.525 -0.165 0.136 0.055
Si 8.108 16.314 19.326 0.037 0.134 0.249
Si 5.412 8.349 19.023 0.176 0.072 0.169
Si 8.239 5.573 19.355 0.083 0.089 0.278
Si 5.718 13.007 19.951 -0.157 -0.186 0.077
Si 8.169 10.908 19.35 -0.201 -0.047 -0.205
Si 10.769 2.863 19.053 0.083 -0.159 0.169
Si 13.671 0.25 19.309 -0.176 -0.039 0.326
Si 11.016 8.052 19.213 -0.004 -0.027 0.22
Si 13.603 5.596 18.958 -0.101 0.036 0.038
Si 10.978 13.571 19.218 0.147 0.202 0.049
Si 13.701 10.908 19.325 -0.071 -0.056 0.184
Si 0.279 4.629 21.116 -0.037 0.138 -0.534
Si 4.122 1.236 21.219 0.092 0.195 -0.004
Si 1.353 9.457 21.237 -0.084 0.263 -0.15
Si 4.597 6.543 20.265 -0.325 0.446 0.076
Si 1.381 15.006 20.654 -0.012 -0.209 0.071
Si 3.522 13.444 19.629 0.721 0.557 0.761
Si 6.167 4.763 20.247 0.465 -0.491 -0.067
Si 9.707 1.252 20.429 -0.357 0.059 0.064
Si 6.216 10.022 20.5 0.032 -0.157 -0.112
Si 10.212 6.399 20.77 -0.068 -0.214 -0.241
Si 7.778 14.872 21.219 -0.433 0.113 -0.056
Si 9.558 12.343 20.607 0.025 0.182 -0.136
Si 12.238 4.203 20.205 -0.137 -0.014 0.261
Si 14.409 2.092 20.784 -0.219 -0.274 -0.159
Si 12.595 9.16 20.552 0.409 -0.187 0.049
Si 14.807 6.969 20.398 -0.014 0.355 0.312
Si 11.993 15.408 20.363 0.197 0.137 -0.356
Si 14.867 12.525 20.627 0.366 -0.463 -0.093
Si 4.191 15.82 23.622 0.166 -0.17 0.261
Si 4.097 2.331 24.098 0.33 -0.05 0.045
Si 2.275 3.455 26.347 0.399 -0.04 0.154
Si 4.31 8.557 22.413 0.298 -0.048 0.112
Si 13.224 14.283 22.509 -0.069 0.06 0.361
Si 4.681 12.83 24.796 -0.16 0.037 0.091
Si 8.689 0.567 23.257 0.049 0.204 0.229
Si 8.356 3.323 24.425 -0.137 0.08 0.212
Si 5.996 4.639 25.312 0.107 0.09 0.163
Si 9.044 9.168 25.502 0.054 0.225 0.395
Si 10.176 15.072 25.418 -0.118 -0.05 0.231
Si 11.34 12.43 24.191 0.214 0.243 0.545
Si 11.971 1.857 27.926 -0.125 -0.054 0.092
Si 15.071 15.08 24.942 -0.099 -0.204 0.305
Si 13.291 5.504 25.566 -0.206 0.172 0.066
Si 10.256 10.587 22.052 0.195 0.037 -0.093
Si 13.658 10.813 25.582 0.039 -0.009 0.074
Si 14.648 13.135 27.116 -0.053 0.045 0.159
Si 15.628 3.489 25.47 -0.28 -0.268 -0.103
Si 2.048 11.292 24.796 -0.01 0.133 0.09
Si 3.838 6.17 26.903 0.233 0.135 -0.049
Si 1.059 16.153 23.453 0.173 -0.345 0.045
Si 6.076 0.934 31.406 0.289 -0.063 -0.183
Si 11.108 3.699 25.715 -0.121 0.049 0.036
Si 3.514 8.901 25.325 -0.188 0.155 0.268
Si 8.779 7.952 22.79 -0.026 -0.319 0.235
Si 7.205 11.601 25.802 -0.086 0.015 0.091
Si 9.197 2.169 29.551 -0.035 -0.036 0.064
Si 12.949 15.593 26.852 -0.092 0.007 0.214
Si 16.145 2.513 23.295 -0.228 0.235 0.316
Si 12.01 8.239 25.819 0.021 -0.066 0.147
Si 15.918 10.936 23.238 0.017 0.176 0.372
Si 2.87 15.286 29.499 -0.031 -0.046 -0.138
Si 14.73 2.754 28.253 0.105 -0.035 0.086
Si 15.445 1.777 30.814 0.085 -0.22 0.194
Si 5.507 15.737 28.583 0.202 -0.149 0.014
Si 0.159 13.963 29.453 -0.053 0.13 0.042
Si 2.106 5.414 31.751 -0.083 -0.018 -0.333
Si 16.132 4.387 30.271 0.132 0.081 0.153
Si 3.547 11.48 27.006 -0.057 -0.034 0.23
Si 7.1 5.54 22.889 -0.167 -0.368 0.391
Si 6.388 3.077 29.456 0.121 -0.067 0.008
Si 3.954 10.864 30.029 -0.038 0.064 -0.105
Si 8.907 0.265 31.958 -0.096 -0.016 -0.192
Si 9.073 12.513 29.946 0.047 0.151 -0.215
Si 8.039 14.12 27.367 0.012 -0.001 0.144
Si 6.723 5.973 30.409 0.098 -0.086 -0.1
Si 10.274 13.857 32.16 0.094 0.308 -0.209
Si 7.334 9.468 28 0.063 0.02 0.014
Si 11.394 5.957 27.573 -0.207 -0.027 0.158
Si 15.276 15.398 31.775 0.005 0.179 -0.137
Si 3.031 7.089 33.731 -0.179 0.175 -0.215
Si 1.467 4.644 34.41 -0.123 0.018 -0.32
Si 4.579 0.367 33.887 0.171 -0.062 -0.153
Si 2.179 13.039 31.396 0.048 -0.075 -0.263
Si 5.018 5.493 32.734 0.036 0.071 -0.446
Si 3.859 1.538 28.339 0.062 -0.09 0.051
Si 10.457 4.301 31.479 0.049 -0.139 -0.059
Si 4.847 8.019 29.138 -0.056 0.154 -0.087
Si 10.102 2.446 33.828 -0.128 0.017 -0.176
Si 7.073 10.036 34.168 -0.138 0.094 0.015
Si 6.391 11.716 31.639 0.018 0.184 -0.215
Si 5.171 13.707 33.783 0.183 -0.217 0.062
Si 9.684 11.013 33.379 0.066 0.121 -0.161
Si 13.505 3.943 31.591 0.153 -0.089 -0.099
Si 12.633 3.794 34.46 0.066 -0.1 0.04
Si 9.319 9.741 30.414 0.084 0.066 -0.249
Si 9.819 6.742 30.182 -0.005 0.001 0.019
Si 12.852 14.95 33.513 -0.09 0.209 -0.24
Si 0.619 13.825 33.92 -0.048 0.088 -0.158
O 0.805 15.091 34.989 -0.129 0.483 0.349
O 15.462 1.018 35.557 -0.045 0.262 0.715
O 1.779 3.266 35.191 0.107 -0.108 0.259
O 3.314 1.131 34.624 0.118 0.008 0.093
O 0.019 5.247 34.832 -0.002 -0.166 0.111
O 1.091 5.331 30.429 0.153 -0.121 -0.01
O 3.74 5.02 31.727 0.226 0.117 0.26
O 2.923 8.411 34.62 -0.078 -0.046 -0.055
O 0.128 12.486 34.734 -0.183 -0.006 0.073
O 1.853 13.263 32.982 0.364 -0.191 0.305
O 4.808 1.061 32.421 -0.265 -0.023 0.295
O 5.877 16.39 30.067 0.247 0.203 0.002
O 8.863 14.141 0.044 -0.181 0.047 0.74
O 5.794 0.488 34.973 0.213 0.151 -0.158
O 9.028 2.265 35.018 0.054 -0.065 0.221
O 8.418 10.928 34.407 0.105 0.197 0.304
O 5.223 4.68 34.14 -0.201 0.231 0.652
O 6.457 5.46 31.949 0.017 0.065 0.014
O 6.601 10.409 32.622 -0.195 -0.15 0.337
O 7.58 8.495 34.544 0.173 -0.199 0.143
O 5.87 10.505 35.15 0.071 0.073 -0.305
O 15.432 10.796 0.454 -0.051 -0.272 0.08
O 5.564 12.911 32.404 -0.327 0.064 -0.027
O 6.595 13.705 34.607 -0.138 -0.059 -0.174
O 11.629 2.499 34.387 0.018 -0.315 0.377
O 10.352 16.097 0.463 -0.083 -0.449 0.283
O 13.981 3.164 35.094 -0.075 0.185 -0.171
O 13.209 4.452 33.099 0.098 0.074 0.031
O 9.645 6.737 35.424 -0.054 0.257 0.151
O 11.851 4.994 35.24 0.143 0.036 -0.265
O 14.682 7.004 35.731 0.389 -0.105 0.49
O 12.641 9.077 35.531 -0.083 0.059 0.284
O 11.001 10.599 34.255 0.236 -0.174 -0.105
O 9.401 10.065 32.041 -0.044 0.118 0.089
O 15.953 0.485 31.652 0.226 0.118 0.044
O 13.635 13.953 34.566 0.129 -0.136 0.425
O 2.798 2.865 24.919 -0.139 0.041 -0.203
O 1.771 5.2 20.729 0.437 0.22 -0.289
O 4.592 16.231 22.053 0.254 0.179 -0.278
O 3.804 2.327 22.465 -0.044 -0.192 -0.16
O 1.685 10.896 20.476 0.221 0.058 -0.197
O 0.225 9.672 22.456 0.243 -0.358 -0.242
O 4.412 7.012 21.874 0.343 -0.331 0.017
O 2.83 9.057 21.873 -0.338 -0.081 0.002
O 0.596 15.438 22.052 -0.003 0.331 -0.187
O 2.577 15.669 23.761 -0.317 -0.103 -0.21
O 2.667 13.98 21.007 -0.105 0.138 -0.577
O 6.03 11.872 24.652 0.235 -0.117 -0.231
O 6.199 4.617 21.902 0.188 0.213 -0.081
O 7.434 3.908 25.679 -0.022 0.216 0.141
O 10.811 0.097 20.134 0.303 -0.319 0.044
O 9.554 1.326 22.087 0.21 0.265 -0.462
O 5.501 11.512 20.67 0.136 -0.105 -0.186
O 8.395 10.655 25.172 -0.102 0.107 -0.178
O 10.057 7.056 22.296 0.096 0.208 0.015
O 7.535 6.991 22.26 -0.2 0.333 -0.45
O 7.693 15.866 22.55 -0.094 -0.041 0.03
O 6.372 14.025 21.08 0.21 -0.104 -0.135
O 8.939 13.709 21.43 0.218 -0.297 0.063
O 10.389 11.34 23.486 -0.068 -0.05 -0.059
O 11.296 5.191 21.165 -0.429 0.45 -0.368
O 13.163 3.171 21.127 0.257 -0.381 -0.107
O 14.987 1.84 22.33 -0.167 -0.208 -0.172
O 0.147 15.656 24.696 0.212 -0.022 0.11
O 11.725 9.848 21.8 -0.397 -0.209 -0.14
O 12.322 11.699 25.268 -0.453 0.163 -0.277
O 15.591 5.871 21.399 0.145 -0.15 0.073
O 13.72 8.028 21.189 -0.053 0.277 -0.814
O 12.185 15.434 22.021 0.137 -0.078 0.006
O 15.225 13.634 25.673 -0.088 0.068 -0.121
O 13.903 13.78 21.106 -0.158 0.115 -0.21
O 12.377 13.052 23.112 0.204 0.187 -0.052
O 4.571 0.787 24.482 0.023 -0.033 -0.078
O 4.812 14.381 24.213 -0.094 0.235 -0.433
O 0.925 1.369 23.393 0.35 0.146 -0.169
O 6.244 5.84 24.237 0.009 0.015 0
O 2.795 4.931 26.827 -0.073 0.028 0.216
O 0.694 3.703 26.151 -0.082 -0.113 -0.089
O 4.466 8.695 24.029 -0.034 0.138 -0.382
O 2.03 11.695 26.397 0.248 0.119 -0.002
O 14.31 14.889 23.527 0.007 -0.069 -0.139
O 0.697 11.74 24.048 -0.182 -0.018 -0.3
O 9.609 16.146 24.333 -0.014 0.082 -0.01
O 4.432 12.75 26.436 0.123 -0.129 -0.233
O 7.868 1.807 23.985 -0.175 -0.277 0.187
O 5.213 3.428 24.548 -0.139 -0.346 -0.177
O 5.974 8.573 28.087 0.045 -0.23 0.051
O 9.91 3.149 24.801 0.057 0.11 0.118
O 5.273 5.422 26.545 0.049 -0.081 0.08
O 3.332 7.393 25.923 -0.041 -0.027 -0.079
O 8.513 8.085 24.398 0.015 -0.067 -0.422
O 8.329 4.504 23.274 0.07 0.243 -0.018
O 13.37 14.129 27.5 -0.049 -0.044 -0.138
O 5.659 9.369 21.924 -0.003 0.111 0.084
O 11.671 15.5 25.861 0.129 -0.028 -0.13
O 10.343 13.546 24.844 -0.044 -0.166 -0.387
O 9.445 3.51 30.457 0 0.139 0.072
O 12.564 0.325 27.96 0.025 0.042 -0.045
O 14.226 16.068 25.936 0.131 0.057 0.083
O 14.865 2.57 26.633 0.032 0.031 -0.145
O 11.344 7.529 27.133 0.195 -0.066 -0.169
O 12.28 4.427 24.838 0.25 0.063 -0.28
O 14.709 10.615 24.319 -0.036 -0.198 -0.243
O 13.178 9.337 26.081 -0.069 -0.121 -0.162
O 14.308 11.553 26.893 0.031 -0.043 0.018
O 9.023 9.443 22.134 0.111 0.264 0.075
O 2.894 14.463 30.93 0.178 -0.157 0.376
O 15.357 11.923 22.084 0.057 0.222 -0.292
O 15.249 1.489 29.195 -0.033 -0.022 -0.146
O 0.384 3.823 22.537 0.142 0.095 0.074
O 2.629 5.789 34.687 0.315 0.171 0.19
O 2.061 6.949 32.385 0.014 -0.152 0.022
O 2.15 9.64 24.763 -0.127 0.025 -0.183
O 4.078 9.999 26.443 0.323 -0.168 -0.284
O 4.234 14.708 28.76 -0.046 -0.066 -0.124
O 6.804 15.024 27.931 0.124 0.2 -0.145
O 9.07 0.765 30.403 -0.234 0.003 0.102
O 2.731 2.317 27.458 -0.124 -0.113 0.236
O 14.054 2.392 31.462 -0.147 -0.021 0.174
O 12.951 5.503 27.21 0.252 -0.115 -0.088
O 3.51 11.525 28.609 -0.135 0.208 0.206
O 6.431 2.472 30.976 -0.255 0.046 -0.049
O 7.788 12.287 30.962 -0.317 0.123 -0.041
O 8.491 8.79 27.019 -0.049 0.06 -0.019
O 9.199 15.081 26.739 0.135 0.165 0.06
O 8.587 13.175 28.562 0.041 -0.241 -0.11
O 7.613 13.138 26.151 -0.188 0.201 -0.314
O 10.507 1.949 28.624 0.093 0.253 0.112
O 11.986 3.984 30.957 -0.084 0.127 -0.169
O 11.734 2.363 26.401 -0.087 0.096 -0.075
O 14.815 4.956 25.311 0.093 -0.055 0.224
O 13.114 2.834 28.585 0.005 0.064 -0.048
O 12.814 7.009 25.02 0.097 -0.133 -0.293
O 10.685 9.076 25.277 -0.112 -0.161 -0.389
O 1.383 14.923 28.87 -0.032 0.24 0.159
O 3.373 12.056 24.128 -0.078 -0.16 -0.304
O 15.805 13.214 28.243 0.054 0.031 0.077
O 11.786 14.12 32.623 0.122 -0.365 0.209
O 15.62 4.077 28.727 0.108 0.221 -0.187
O 12.109 16.109 34.415 0.291 0.049 0.211
O 10.748 6.007 29.055 0.19 -0.299 0.141
O 0.177 2.945 30.922 -0.049 -0.007 0.194
O 4.923 0.513 27.588 0.091 0.099 -0.284
O 10.004 3.838 32.977 -0.176 0.27 0.288
O 3.017 11.622 31.157 -0.2 0.055 0.034
O 10.148 8.342 30.233 0.201 0.215 0.032
O 1.431 4.368 32.81 0.251 -0.236 0.242
O 4.584 7.004 33.225 0.168 0.076 0.301
O 0.833 12.873 30.469 0.108 0.011 0.257
O 3.049 0.549 29.431 0.124 -0.033 0.052
O 3.999 12.999 34.687 -0.007 -0.288 -0.141
O 15.983 14.4 32.818 -0.09 -0.076 0.077
O 3.925 6.905 28.362 -0.01 0.169 0.161
O 4.895 2.69 28.892 -0.201 0.127 0.036
O 7.315 0.354 32.299 -0.036 -0.186 -0.093
O 7.765 2.446 28.754 -0.023 0.18 -0.287
O 3.932 9.218 29.825 -0.04 -0.047 -0.157
O 7.099 3.871 35.634 -0.389 -0.008 0.364
O 6.447 4.702 29.426 -0.101 -0.058 -0.018
O 5.651 7.19 30.275 -0.104 -0.061 0.133
O 9.317 15.152 32.334 -0.115 -0.187 0.307
O 4.521 15.175 33.505 -0.121 0.183 0.204
O 10.19 13.515 30.572 -0.131 -0.21 0.168
O 5.498 11.241 30.365 0.128 0.045 -0.068
O 10.498 4.836 26.756 0.125 0.132 0.151
O 9.883 1.203 32.83 0.477 -0.048 -0.14
O 14.727 4.903 31.006 -0.104 0.016 0.164
O 13.779 15.629 32.351 -0.271 0.064 0.329
O 7.896 9.562 29.556 -0.122 -0.002 -0.004
O 6.869 10.874 27.261 -0.146 -0.031 0.062
O 8.204 6.539 30.024 -0.124 0.111 0.126
O 10.232 5.923 31.529 0.081 -0.069 0.151
O 9.767 12.584 33.006 -0.38 -0.292 0.041
O 15.388 14.77 30.271 -0.139 0.135 -0.154
O 9.895 11.104 29.693 0.198 -0.08 0.204
O 1.345 10.089 35.473 0.23 -0.286 0.311
Si 0.06 16.384 5.655 0.081 0.07 0.001
Si 2.766 2.738 5.564 0.086 0.114 -0.043
Si 0.049 5.455 5.539 -0.028 0.042 -0.125
Si 2.791 8.13 5.55 -0.047 0.033 -0.03
Si 16.384 10.925 5.66 -0.019 0.015 0.01
Si 2.746 13.647 5.689 -0.035 -0.069 -0.026
Si 5.502 0.008 5.647 -0.02 0.013 0.003
Si 8.252 2.703 5.541 -0.056 -0.002 -0.097
Si 5.454 5.444 5.561 -0.006 -0.051 -0.049
Si 8.158 8.196 5.588 0.051 -0.056 -0.03
Si 5.546 10.84 5.573 -0.009 0.07 -0.02
Si 8.259 13.613 5.603 -0.021 -0.039 0.006
Si 10.992 16.34 5.577 -0.004 0.055 -0.016
Si 13.731 2.69 5.62 -0.014 0.012 -0.008
Si 10.921 5.436 5.574 -0.055 -0.066 -0.015
Si 13.657 8.193 5.588 -0.04 -0.029 -0.019
Si 10.918 10.931 5.642 0.097 0.036 -0.036
Si 13.693 13.647 5.605 0.005 0.012 -0.02
Si 1.407 1.392 6.974 -0.051 -0.04 -0.021
Si 4.11 4.095 6.953 0.047 -0.084 0.031
Si 1.392 6.818 6.937 0.042 -0.03 -0.021
Si 4.133 9.515 6.942 0.045 -0.043 -0.026
Si 1.355 12.289 7.018 -0.008 0.052 0.038
Si 4.122 15.041 7.003 0.01 -0.008 0.014
Si 6.875 1.388 6.965 0.007 -0.044 0.009
Si 9.56 4.083 6.953 0.037 0.005 -0.016
Si 6.802 6.819 6.946 -0.031 0.061 -0.003
Si 9.533 9.553 6.97 -0.019 0.037 -0.01
Si 6.861 12.256 6.959 0.035 -0.029 -0.04
Si 9.594 15.014 6.961 0.028 -0.023 -0.002
Si 12.328 1.332 6.961 0.084 -0.081 0.002
Si 15.073 4.109 6.946 -0.023 -0.02 -0.037
Si 12.281 6.817 6.945 0.036 0.033 -0.028
Si 15.01 9.549 6.984 0.027 -0.006 0.027
Si 12.306 12.3 6.979 0.03 -0.044 0.004
Si 15.041 15.034 6.985 -0.054 0.007 -0.05
Si 0.013 2.746 8.33 -0.001 0.007 0.017
Si 2.751 0.019 8.348 0.027 0.041 0.013
Si 0.015 8.19 8.313 -0.034 0.006 -0.014
Si 2.741 5.462 8.323 -0.057 0.006 -0.001
Si 16.393 13.675 8.36 -0.004 -0.041 -0.009
Si 2.757 10.904 8.319 -0.041 0.018 -0.006
Si 5.482 2.743 8.322 0.012 0.08 0.011
Si 8.214 16.392 8.322 -0.036 -0.012 -0.011
Si 5.467 8.177 8.347 -0.008 -0.008 0.028
Si 8.18 5.457 8.313 0.001 -0.032 -0.009
Si 5.488 13.643 8.328 -0.025 0.004 0.01
Si 8.195 10.917 8.359 -0.011 0.027 0.021
Si 10.933 2.711 8.314 -0.019 0.015 -0.009
Si 13.672 16.396 8.354 -0.022 0.044 0.016
Si 10.91 8.183 8.319 -0.002 -0.003 -0.003
Si 13.67 5.464 8.309 0.009 0.021 0.014
Si 10.938 13.664 8.346 0.035 0.081 0.003
Si 13.653 10.927 8.345 -0.032 0 -0.005
Si 1.363 4.121 9.693 0.011 -0.015 -0.006
Si 4.109 1.394 9.701 0.016 -0.046 0.012
Si 1.366 9.57 9.693 0.025 -0.02 -0.003
Si 4.085 6.832 9.709 0.003 0.002 0.004
Si 1.356 15.067 9.702 -0.022 0.011 0.007
Si 4.096 12.298 9.698 0 -0.002 -0.007
Si 6.814 4.114 9.703 -0.007 -0.018 0.008
Si 9.551 1.367 9.704 0.024 -0.024 0.005
Si 6.812 9.564 9.719 0.01 0.011 -0.002
Si 9.532 6.831 9.691 0.016 0.006 -0.005
Si 6.828 15.042 9.695 0.041 -0.01 -0.001
Si 9.546 12.314 9.705 0.012 -0.044 -0.008
Si 12.283 4.103 9.68 0.016 -0.034 -0.002
Si 15.026 1.392 9.696 -0.003 -0.018 0
Si 12.262 9.57 9.686 0.028 -0.003 0.005
Si 15.031 6.842 9.679 0.016 0.01 -0.004
Si 12.276 15.051 9.711 0.001 -0.063 -0.003
Si 15.011 12.312 9.704 0.013 0.009 0.014

Results
total energy: -115446.214 eV
total energy less fixed offsets of O -438.35, Si -107.03 eV per atom: 20.126 eV
